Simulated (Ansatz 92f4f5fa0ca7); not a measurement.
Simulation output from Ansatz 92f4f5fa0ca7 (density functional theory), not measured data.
Periodic cell of 300 atoms, Si196O104, from a study of silicon, its oxide and their interface. The atomic structure is a simulated model.
Doubt: the cutoff is far below the 930 eV that the study's wrapper takes by default for these files, so forces and energies are approximate.
This geometry differs little from another in the collection (a relaxation step or a small displacement).

Settings
functional: PBE
potential files: Ansatz PAW
basis: plane waves
wave-function cutoff: 580 eV
density cutoff ratio: 5
exchange-correlation grid ratio: 1
k mesh: 1 x 1 x 1, Gamma-centred
self-consistency stop: 5e-08 eV per atom in the density residual
occupations: fixed
spin: none
net charge: 0

Cell vectors (angstrom)
a 11.6015 0 0
b 0 10.938 0
c 0 0 42.1091

Atoms and the computed forces on them: element, x, y, z (angstrom), force x, y, z (eV/angstrom)
Si 0 0 0.9665 0.0045 0.0508 0.0068
Si 3.8672 0 0.9665 0.0029 0.0301 0.0025
Si 7.7343 0 0.9665 -0.0071 0.0767 0.0282
Si 1.9336 1.3673 0.9665 0.0061 -0.0885 -0.0171
Si 5.8008 1.3673 0.9665 -0.0035 -0.0442 -0.006
Si 9.6679 1.3673 0.9665 -0.0033 -0.0359 0.0062
Si 0 5.469 0.9665 0.0035 -0.0262 -0.0166
Si 3.8672 5.469 0.9665 0.0021 -0.0236 -0.0026
Si 7.7343 5.469 0.9665 -0.0006 0.0654 0.0025
Si 1.9336 6.8362 0.9665 -0.0002 -0.0473 -0.0218
Si 5.8008 6.8362 0.9665 -0.0086 -0.0194 0.0054
Si 9.6679 6.8362 0.9665 0.0082 -0.0197 0.0059
Si 1.9336 2.7345 41.1421 0.0055 0.1523 -0.0759
Si 5.8008 2.7345 41.1421 -0.0078 0.0634 -0.0249
Si 9.6679 2.7345 41.1421 0.0115 0.0253 -0.0032
Si 0 4.1018 41.1421 -0.016 0.0288 0.0213
Si 3.8672 4.1018 41.1421 0.0094 0.0668 0.0605
Si 7.7343 4.1018 41.1421 -0.016 -0.0521 0.0123
Si 1.9336 8.2035 41.1421 0.0038 0.0719 -0.0218
Si 5.8008 8.2035 41.1421 -0.0228 -0.0068 0.0393
Si 9.6679 8.2035 41.1421 0.0129 -0.0367 0.0802
Si 0 9.5708 41.1421 -0.0195 -0.0556 -0.0161
Si 3.8672 9.5708 41.1421 0.0176 -0.048 -0.0185
Si 7.7343 9.5708 41.1421 0.0199 -0.078 -0.0344
Si 0 0 4.8337 -0.0049 0.0669 0.2061
Si 3.8672 0 4.8337 -0.001 0.128 -0.1721
Si 7.7343 0 4.8337 0.1014 0.1713 0.2477
Si 1.9336 1.3673 4.8337 0.0646 -0.1939 -0.0203
Si 5.8008 1.3673 4.8337 0.0795 -0.1469 -0.1325
Si 9.6679 1.3673 4.8337 -0.1373 -0.0683 -0.0011
Si 0 5.469 4.8337 -0.0761 -0.0434 -0.3269
Si 3.8672 5.469 4.8337 0.0298 -0.0298 -0.1478
Si 7.7343 5.469 4.8337 0.0106 0.0761 0.1517
Si 1.9336 6.8362 4.8337 0.0011 0.1134 0.1003
Si 5.8008 6.8362 4.8337 0.0576 0.0986 -0.0738
Si 9.6679 6.8362 4.8337 0.0307 0.1831 0.2421
Si 1.9336 2.7345 2.9001 -0.0029 0.1018 0.0341
Si 5.8008 2.7345 2.9001 -0.001 0.0567 0.0359
Si 9.6679 2.7345 2.9001 0.0301 0.0788 0.0534
Si 0 4.1018 2.9001 0.0007 0.0995 -0.1036
Si 3.8672 4.1018 2.9001 0.0131 0.0658 -0.067
Si 7.7343 4.1018 2.9001 0.0058 -0.073 -0.0093
Si 1.9336 8.2035 2.9001 0.0011 -0.0068 -0.049
Si 5.8008 8.2035 2.9001 -0.0077 -0.033 -0.0649
Si 9.6679 8.2035 2.9001 0.0048 0.02 -0.0053
Si 0 9.5708 2.9001 -0.0127 -0.0858 0.0418
Si 3.8672 9.5708 2.9001 0.0257 -0.0386 0.0291
Si 7.7343 9.5708 2.9001 -0.0015 -0.1564 0.0924
Si 2.5405 -2.031 29.1177 0.0051 0.0124 0.0581
Si 3.7065 -0.3689 31.4553 0.0264 0.2274 0.0962
Si 7.6354 -0.1516 31.4002 -0.1208 0.1001 0.068
Si 1.484 1.7162 31.1685 -0.0135 -0.0663 0.0056
Si 5.5887 1.1256 31.3928 -0.0167 -0.1221 -0.0091
Si 9.9545 2.0213 31.3783 0.1052 -0.2359 -0.4838
Si -2.0937 4.9207 30.425 -0.0146 -0.0753 0.0421
Si 3.849 5.9096 32.1425 0.0008 0.0839 -0.0998
Si 7.382 5.1134 31.3988 -0.0124 0.0145 -0.0583
Si 2.2818 5.8292 29.7034 -0.0253 0.0515 0.0149
Si 5.9313 6.9381 31.659 -0.0068 -0.0827 0.0193
Si 11.3952 5.6611 31.5774 -0.0286 0.0543 0.0486
Si 1.8549 2.8632 33.2594 0.0456 -0.025 -0.0055
Si 5.7441 2.6282 33.3451 -0.0331 -0.0923 -0.0996
Si 9.7039 2.8341 33.5195 -0.0297 0.0271 0.2472
Si -0.0166 4.2674 33.5131 0.0264 -0.0178 -0.2322
Si 3.8871 4.0641 33.5577 -0.0628 0.0078 0.0623
Si 7.6717 4.0288 33.4801 0.0244 0.0302 -0.1159
Si 2.3229 7.6217 33.1043 -0.0271 0.0253 -0.0561
Si 6.107 8.2729 33.5429 0.0859 0.0245 -0.0206
Si 11.5995 7.9433 32.192 0.0011 0.0959 0.0635
Si -1.3448 8.8331 33.97 0.1132 -0.1084 -0.0892
Si 3.9935 9.3562 33.4368 -0.1279 -0.1215 -0.0756
Si 8.0474 9.6807 33.4779 -0.043 -0.0894 -0.0651
Si -0.2067 -0.2306 35.2481 -0.0359 0.0028 -0.0095
Si 3.7658 -0.0791 35.2584 -0.0218 0.0229 0.0437
Si 7.7013 0.0847 35.3585 -0.1004 -0.0073 0.0494
Si 1.7802 1.2342 35.0862 -0.023 0.015 0.0496
Si 5.6891 1.3206 35.2971 0.0277 0.01 0.0697
Si 9.6514 1.3796 35.3882 0.0818 0.0065 -0.0154
Si 0.0463 5.5279 35.4449 -0.1131 0.0149 0.1457
Si 3.9131 5.4311 35.464 -0.0832 0.0023 0.0075
Si 7.7965 5.5155 35.322 0.077 0.02 0.0821
Si 1.988 6.8093 35.3219 0.1684 0.0325 0.0169
Si 5.8552 6.8199 35.3921 -0.0162 0.0574 0.0115
Si 9.7649 6.9418 35.4031 -0.0224 0.0643 -0.0196
Si 1.8911 2.6241 37.1594 0.0704 -0.0402 -0.0168
Si 5.8018 2.7219 37.2413 0.0283 -0.0442 0.0073
Si 9.6892 2.7508 37.2978 -0.0099 0.0062 0.0001
Si 0.0291 4.0799 37.2974 -0.0103 0.0054 -0.0021
Si 3.8461 4.03 37.3197 -0.0157 -0.0117 0.023
Si 7.7631 4.1127 37.251 -0.0398 0.0134 -0.0029
Si 1.9392 8.2039 37.2524 -0.0276 -0.0674 0.0036
Si 5.7974 8.2332 37.2862 0.0191 -0.0573 0.009
Si 9.6544 8.2358 37.348 0.0256 -0.0674 0.0178
Si 0.0004 9.5581 37.3012 -0.0264 0.0421 -0.0024
Si 3.8432 9.5794 37.2655 0.0221 0.0504 -0.0319
Si 7.7289 9.5987 37.2691 -0.0177 0.045 -0.0091
Si 0 0 39.2085 0.0697 0.1014 0.1188
Si 3.8672 0 39.2085 -0.0309 0.0905 -0.0714
Si 7.7343 0 39.2085 -0.0488 0.1221 0.0682
Si 1.9336 1.3673 39.2085 -0.0486 -0.122 -0.303
Si 5.8008 1.3673 39.2085 0.0982 -0.0161 -0.117
Si 9.6679 1.3673 39.2085 0.0074 -0.0605 0.0808
Si 0 5.469 39.2085 0.1211 -0.0319 0.0811
Si 3.8672 5.469 39.2085 -0.1341 -0.1808 0.1144
Si 7.7343 5.469 39.2085 -0.012 -0.024 -0.0551
Si 1.9336 6.8362 39.2085 -0.0072 -0.0416 -0.1593
Si 5.8008 6.8362 39.2085 0.0111 0.0255 -0.0854
Si 9.6679 6.8362 39.2085 -0.0881 -0.1186 0.29
Si 1.9374 2.7194 6.7651 0.0132 -0.0281 0.0195
Si 5.8421 2.7219 6.7525 -0.0335 -0.0558 0.0373
Si 9.6291 2.7017 6.7941 0.0167 -0.0443 0.0238
Si -0.0072 4.0196 6.6681 -0.0257 0.0333 -0.0326
Si 3.8961 4.0492 6.7116 -0.0426 0.0321 -0.0574
Si 7.7285 4.1159 6.7906 0.0396 0.0459 -0.0401
Si 1.9561 8.2541 6.7552 -0.0109 -0.0494 -0.0428
Si 5.8505 8.2841 6.71 -0.0063 0.0052 -0.0667
Si 9.68 8.2398 6.8022 0.0163 -0.0433 -0.0219
Si 0.017 9.629 6.8336 0.0108 0.0159 0.0379
Si 3.8925 9.61 6.7652 -0.0138 0.0099 0.0359
Si 7.7698 9.6316 6.8446 0.0122 0.0205 0.0774
Si -0.0089 0.073 8.8351 -0.0135 -0.0061 -0.0166
Si 3.8929 0.1242 8.6483 -0.0761 0.0209 -0.0604
Si 7.706 -0.0853 8.9579 0.0177 0.0265 -0.0163
Si 1.967 1.4702 8.786 0.0414 -0.0924 -0.0781
Si 5.8578 1.3991 8.7225 0.0347 0.0568 0.0515
Si 9.6135 1.4025 8.82 -0.0205 -0.0015 0.0286
Si 0.031 5.471 8.4557 0.0078 -0.0075 -0.0672
Si 3.994 5.5305 8.502 -0.0688 -0.0866 -0.0124
Si 7.7146 5.4809 8.7415 -0.0318 -0.0687 0.0664
Si 2.0012 6.785 8.5927 -0.0625 0.0216 -0.1163
Si 5.8438 6.9388 8.5956 0.0548 0.0725 0.1082
Si 9.6794 6.7448 8.6429 0.0343 0.1174 -0.0135
Si 2.0886 2.4735 12.698 0.1247 -0.0787 0.2349
Si 5.9064 2.7925 10.6394 0.1172 -0.0815 -0.0323
Si 9.7364 2.8852 10.6937 -0.0838 0.0085 -0.082
Si 0.1111 4.2205 10.3797 -0.051 -0.1163 0.0704
Si 4.122 4.3954 10.5258 0.0257 -0.1005 0.0701
Si 7.7399 4.2576 10.8167 -0.0449 0.024 0.0344
Si 1.9672 8.1877 10.4705 0.0108 -0.0686 0.1604
Si 5.4008 8.1575 10.5881 0.1829 -0.0865 0.0341
Si 10.1939 7.5386 10.7914 -0.0192 -0.0691 0.0033
Si -0.0175 9.3607 10.5701 0.008 0.0631 -0.0235
Si 3.6817 9.7069 10.5136 0.1008 0.106 0.1554
Si 7.1938 9.6902 11.1447 -0.0706 0.1399 -0.0412
Si -0.1619 -1.1065 12.8525 -0.1108 0.122 -0.0159
Si 1.8793 -1.2895 13.9672 0.0827 -0.1831 0.3869
Si 10.1545 -2.3944 14.4182 0.0473 -0.1491 0.0151
Si 2.1369 3.1197 10.5104 0.0191 0.107 -0.1046
Si 6.4221 0.424 12.8066 -0.0092 0.0527 -0.0876
Si 10.7986 1.1249 13.054 -0.0584 -0.0302 -0.1134
Si 0.1148 5.9765 11.8965 -0.0295 0.1242 0.1595
Si 6.9521 5.8295 12.6045 0.1345 0.0878 -0.1593
Si 8.3027 7.8822 12.1859 -0.198 -0.2974 0.1543
Si 2.2712 7.0226 12.5458 0.0096 -0.0394 -0.1833
Si 4.6058 6.2791 11.9536 -0.1078 0.0725 0.1095
Si 10.8003 5.5019 14.7078 -0.0263 0.0137 -0.0379
O 9.5469 4.6603 15.288 0.017 -0.0029 0.0014
O -0.807 7.1308 15.0317 -0.0518 0.0735 -0.0248
O -5.6631 12.6941 11.9649 -0.0238 0.0607 -0.0427
O 9.7548 1.8033 11.9764 0.1078 0.003 0.061
O -0.8771 5.3547 13.0913 0.0664 -0.0136 -0.0544
O 13.7461 7.979 13.9347 -0.0063 0.1365 0.0424
O 12.0947 4.6965 15.2544 0.0003 -0.0036 -0.0008
O 10.1187 12.1858 14.5229 0.0381 -0.0206 -0.0258
O 5.1194 10.5412 13.4019 -0.1621 -0.0363 0.0164
O 2.4736 3.6463 13.8157 -0.013 -0.0129 -0.0673
O 9.5566 4.7651 21.5731 0.0041 0.0015 0.0106
O 8.579 0.8867 16.4885 0.0096 -0.013 -0.0119
O 2.2885 7.451 29.7709 0.0231 0.0422 -0.0307
O 3.6243 9.7017 30.0505 -0.0742 -0.1151 -0.1243
O 5.7908 7.7158 30.1803 0.0762 0.0498 -0.0702
O 2.6211 5.3816 28.1925 0.0009 0.007 0.0272
O 9.6234 5.4635 28.8738 -0.0264 0.1407 -0.0249
O 1.0789 9.6175 29.0259 -0.0021 -0.0321 0.0068
O 5.5341 1.7801 29.8573 0.0614 0.1185 -0.0111
O 11.4686 1.4286 31.0728 -0.0403 0.1378 0.1534
O 8.8545 11.8109 30.9942 0.0409 0.0482 0.122
O 7.5591 -1.2388 30.1615 -0.0325 -0.0848 -0.0755
O 2.9326 0.5412 27.6613 0.0066 -0.0106 0.0138
O -1.8843 3.2722 30.3265 -0.0066 0.0239 0.078
Si 6.0879 3.1579 29.1785 0.0449 -0.0223 0.0616
Si 7.233 8.9569 19.2281 0.0101 0.0078 -0.0339
Si 11.5157 1.2424 21.1453 -0.0128 -0.0019 -0.0175
Si -0.4743 9.2002 29.2916 -0.0072 -0.0558 0.1656
Si 8.779 -6.4501 20.1522 0.0161 0.0103 -0.0419
Si 2.6753 1.9194 21.5933 0.0133 -0.0165 -0.0073
Si 8.4668 5.288 25.5715 -0.0204 0.0002 -0.001
Si 5.3418 6.0924 25.3588 0.0044 -0.0083 0.0086
Si 7.2076 0.4147 24.9192 -0.011 -0.0165 0.0195
Si 7.9389 4.6833 15.4962 -0.017 0.0174 -0.0382
Si 1.26 11.6402 16.4371 0.0417 -0.0281 -0.0298
Si 9.8827 0.1507 23.2328 -0.0098 0.0031 0.027
Si 8.2055 2.4492 26.9249 0.0357 -0.0308 -0.0287
Si 1.7921 3.7089 15.311 -0.002 0.0012 -0.0111
Si 13.5675 4.9478 17.8148 -0.0188 0.0052 -0.0401
Si 14.5578 10.9889 19.0413 0.0035 0.0037 -0.0463
Si 5.8396 11.4713 18.1395 0.0104 -0.0007 -0.0406
Si 6.1705 2.8331 20.3345 0.0027 -0.0194 -0.0304
Si 3.5971 10.6273 12.7583 0.1159 0.0204 -0.1659
Si 5.8038 9.1616 26.3638 -0.0355 0.0031 -0.0351
Si 3.6295 4.3378 27.4404 -0.0119 -0.0224 -0.056
Si 3.0643 10.2109 26.6425 -0.0022 0.0303 -0.0215
Si 5.5602 9.0247 21.6109 0.0074 0.0041 -0.0005
Si 11.9621 -0.9421 25.1078 0.0111 0.0168 0.0434
Si 9.756 5.936 22.7075 -0.0221 0.0013 0.0162
Si 6.844 8.5559 29.2465 0.0026 0.0005 0.0442
Si 10.7372 0.5095 27.5376 0.0291 0.0197 -0.0079
Si 9.9689 11.266 15.8649 0.0156 -0.0041 0.053
Si 7.285 1.5266 15.6965 -0.0168 0.0175 -0.0079
Si 12.3747 7.6664 23.1284 -0.0035 0.0131 0.0147
Si 3.7361 6.809 22.7682 0.0183 -0.0104 0.0209
Si 5.2162 11.8847 22.5347 0.021 -0.0024 0.0276
Si 8.446 8.6854 21.9127 -0.0001 0.0029 -0.0029
Si 11.5101 6.7236 18.7208 0.0064 0.0003 -0.0364
Si 11.3681 3.8958 19.3141 -0.0112 0.0054 -0.0354
Si 8.4215 6.4878 18.0442 -0.003 -0.0142 -0.0341
Si 0.8315 -1.6312 20.341 -0.0077 -0.0087 -0.027
Si 3.6292 4.6161 20.4949 -0.0044 -0.0026 -0.0371
Si 1.9955 1.8268 28.0456 -0.0079 -0.0229 0.0045
Si 9.3426 6.8765 28.1049 0.0487 -0.0355 -0.025
O 11.622 -0.1958 20.3479 -0.0028 0.0023 0.0083
O 4.9053 3.8272 28.3005 0.0163 0.011 0.0281
O 7.0838 -1.083 25.5953 0.0079 0.0117 0.0025
O 7.6348 7.9191 18.0411 -0.0053 0.0101 0.017
O 10.061 6.6879 17.9315 -0.004 0.0048 0.0165
O 6.938 8.9223 22.5022 -0.0058 -0.0042 -0.0059
O 2.632 3.0584 27.1557 0.005 -0.0018 0.0217
O 5.4918 7.622 25.9247 -0.002 -0.0126 0.0111
O 12.5202 8.6911 21.8523 0.0049 0.0002 0.0035
O 2.2478 7.0116 23.409 -0.0078 -0.0043 -0.0045
O 4.412 10.7153 18.3713 -0.0018 0.0005 0.0221
O 7.9804 7.532 28.6997 -0.0415 0.0107 -0.0042
O 3.0094 8.8392 27.5575 -0.0014 -0.0127 0.0202
O 9.2304 5.375 24.1386 0.0157 -0.0012 -0.0194
O 6.8465 5.4576 25.3843 0.0063 -0.0001 -0.0006
O 11.3095 0.0798 24.0186 -0.013 0.0069 -0.0247
O 10.5815 7.9254 28.3904 -0.0196 -0.0347 0.0155
O 9.7741 3.8813 18.9845 0.007 -0.0069 0.0249
O 7.4158 2.8771 28.2794 -0.0722 0.0219 0.0849
O 11.2681 11.5349 16.8049 -0.0323 -0.0155 -0.0364
O 1.7411 10.3713 15.4783 -0.0532 0.0104 -0.1812
O 8.1066 -5.1088 19.5133 -0.005 -0.0021 0.0204
O 3.6554 5.9484 21.4029 -0.0066 0.0059 0.0049
O 4.7511 6.1172 23.8382 -0.0205 0.0049 -0.0356
O 11.9009 8.4845 24.4766 0.0011 -0.0125 -0.0109
O 13.1529 2.1454 15.7298 -0.0138 -0.0249 0.0358
O 11.6047 5.4767 19.8323 -0.0075 -0.0051 0.0149
O 7.1321 1.6079 26.0247 -0.0121 0.0007 0.0176
O 7.7426 5.6061 16.8391 0.0132 0.0227 0.033
O 6.0722 9.2105 27.9753 0.0416 -0.0271 0.045
O 1.925 -0.6317 25.4764 -0.0167 -0.0186 -0.0095
O 2.7226 4.4748 16.437 -0.0019 -0.0057 0.013
O 3.0805 1.2138 20.1753 -0.0065 0.0064 0.0208
O 5.9978 1.02 16.5791 -0.0037 -0.0095 0.0227
O 9.1038 6.4704 26.534 -0.0051 0.0163 0.0766
O 7.3596 3.1668 15.695 0.0221 -0.0207 0.0056
O 4.5387 -0.8091 25.967 0.0182 -0.0068 0.0097
O 4.2737 5.1472 26.1747 0.0064 0.0076 0.0114
O 2.319 9.6282 19.711 -0.0005 -0.004 0.0121
O 8.7366 3.7986 26.1786 0.001 0.0115 0.0058
O 5.1386 10.5895 21.5486 -0.0023 -0.0037 0.0074
O 0.0819 8.1882 19.4082 0.0055 0.0135 0.0195
O 5.8957 8.4993 20.0891 -0.0107 -0.0052 0.0111
O 9.4794 1.4715 27.1986 -0.0264 0.0133 0.0171
O 11.3012 6.4627 22.8431 0.0085 -0.0041 -0.002
O 8.4664 9.0367 20.3139 0.0013 -0.0016 0.0093
O 4.3456 8.2551 22.3383 0.0034 0.0088 -0.0121
O 1.1675 6.3941 17.7012 0.0013 -0.0052 0.0155
O 14.6309 4.9964 19.0332 0.015 -0.005 0.0313
O 6.0489 2.0906 21.7642 -0.0014 -0.0046 0.005
O 2.0131 11.5564 17.8568 -0.0203 0.0007 -0.0283
O 12.825 1.4168 22.1071 0.0022 0.0045 0.0144
O 11.5803 2.5745 20.2224 0.0023 -0.016 0.0185
O 2.7142 3.5236 21.2988 -0.004 0.0058 0.0108
O 8.6781 8.1742 13.7986 0.0911 0.1046 -0.1757
O 8.8102 7.1484 22.2065 0.0028 -0.0002 0.0003
O 8.6385 0.6053 24.1609 0.0144 -0.002 -0.0198
O 3.7049 1.4988 22.7883 -0.0117 0.0056 -0.0072
O 7.0057 10.4088 18.5438 -0.001 -0.0038 0.0129
O 7.6831 3.3528 20.3658 -0.0117 -0.0037 0.0161
O 5.9504 0.6202 23.9233 -0.0131 0.0156 -0.0225
O 10.1361 1.2226 22.0223 0.002 -0.0024 -0.001
O 12.4253 3.7708 18.0811 -0.0025 0.0039 0.0168
O 5.9386 1.8619 19.0632 0.0002 0.0093 0.0244
O 5.1399 4.0808 20.2515 -0.0051 0.007 0.0123
O 11.039 -0.6817 26.4351 0.0092 -0.0095 -0.0061
O 12.0434 1.4973 27.6527 -0.0041 0.0056 0.0162
O 9.5517 -1.3328 22.652 -0.0059 -0.0053 -0.0035
O 6.4619 4.1402 30.4105 -0.0039 -0.0508 -0.0536
O 7.2174 0.9439 14.1546 0.0199 -0.0101 0.0158
O 7.2167 5.3361 14.1706 -0.0059 -0.0444 0.1113
O -1.262 -0.3644 28.8736 0.0211 -0.0022 -0.0039
O 12.1561 2.0248 13.0424 -0.0166 0.0268 -0.0371
O -0.5476 8.8534 30.8937 -0.0317 -0.0009 -0.2083
O 2.0539 2.1602 29.6701 0.0096 0.0064 -0.0903
O 9.913 -1.2968 15.6155 0.0095 0.0436 0.0098
O 12.4613 -5.6166 30.3147 0.0033 -0.0433 -0.0097
O 3.457 5.2573 30.6569 -0.0013 0.0001 0.0693
O 3.1655 1.2693 12.9029 -0.1057 0.0873 -0.0293
O 2.189 11.2268 31.5853 0.0781 -0.0575 0.0083

Results
free energy: -183742.774 eV
free energy less fixed offsets of O -568.88, Si -635.61 eV per atom: 0.306 eV

The program warned: the cutoff lies below the one the program advises for these potential files; the exchange-correlation potential is rough where the density is thin.
